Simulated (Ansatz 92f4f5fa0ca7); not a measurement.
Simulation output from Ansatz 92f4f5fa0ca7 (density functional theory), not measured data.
Periodic cell of 284 atoms, Si144O100H32N8, with a vacuum gap, from a study of silicon, its oxide and their interface. The atomic structure is a simulated model.

Settings: functional r2SCAN; potential files Ansatz PAW; basis plane waves; wave-function cutoff 800 eV; density cutoff ratio 5; exchange-correlation grid ratio 1; k mesh 1 x 1 x 1, shifted by 0.5 0.5 0 of a step; self-consistency stop 1e-11 eV per atom in the density residual; occupations fixed; spin none; net charge 0; applied field sawtooth along c, amplitude +0.015 V/angstrom in the program's sign convention, ramp centred at 0.9895 of c and 0.0210 of c wide, no dipole correction.

Cell vectors (angstrom)
a 10.887 0 0
b 0 10.887 0
c 0 0 47.6758

Atoms: element, x, y, z (angstrom)
Si 0.7674 -0.5747 34.1904
Si 2.7438 2.6439 34.3618
Si 0.5656 4.865 33.8502
Si 2.9125 7.9245 34.3264
Si 4.8973 0.4353 34.0032
Si 7.5598 3.1663 33.885
Si 5.3544 5.5531 34.1564
Si 8.4289 8.1632 33.5713
Si 1.4602 1.1836 35.6078
Si 4.1145 4.1151 35.5273
Si 1.4235 6.5236 35.3842
Si 4.1447 9.5644 35.437
Si 6.655 1.4543 35.246
Si 9.5213 4.0319 35.0544
Si 6.9693 6.9214 35.1318
Si 9.6956 9.4093 35.1462
Si -0.0849 2.6487 36.6052
Si 2.8297 -0.0851 36.9362
Si 0.0405 8.0247 36.6283
Si 2.7507 5.3819 36.8806
Si 5.4683 2.7142 36.8051
Si 8.2021 -0.0077 36.4441
Si 5.6148 8.2084 36.6302
Si 8.2759 5.4717 36.5213
Si 1.3108 3.9783 38.0523
Si 4.1431 1.3558 38.1826
Si 1.3583 9.4142 38.0658
Si 4.1753 6.8475 38.027
Si 6.8986 4.1266 37.9785
Si 9.4795 1.3137 37.9663
Si 6.9122 9.5716 37.9832
Si 9.5522 6.7604 38.0223
Si -0.0173 -0.0375 39.3428
Si 2.6922 2.6771 39.4467
Si 0.01 5.3988 39.3949
Si 2.7672 8.1365 39.4203
Si 5.5307 -0.0134 39.4296
Si 8.1862 2.7209 39.361
Si 5.5027 5.4499 39.3625
Si 8.2056 8.1678 39.3615
Si 1.3275 1.3097 40.7651
Si 4.0868 4.0926 40.7128
Si 1.379 6.7712 40.7436
Si 4.1021 9.5364 40.7594
Si 6.8328 1.3906 40.7607
Si 9.5318 4.0675 40.7536
Si 6.8217 6.8219 40.7326
Si 9.536 9.5273 40.7384
Si -0.0212 2.6981 6.9431
Si 2.7072 -0.0209 6.9614
Si -0.0022 8.1538 6.9129
Si 2.73 5.4246 6.9242
Si 5.4461 2.7554 6.9216
Si 8.1703 0.0048 6.9232
Si 5.4399 8.1596 6.9265
Si 8.1852 5.4697 6.9272
Si 1.3189 4.1081 8.2684
Si 4.0839 1.386 8.267
Si 1.3231 9.4849 8.308
Si 4.068 6.8013 8.2749
Si 6.8072 4.1404 8.2796
Si 9.475 1.3738 8.3033
Si 6.8162 9.5121 8.2655
Si 9.4972 6.8618 8.3196
Si -0.113 -0.0522 9.6234
Si 2.711 2.7789 9.5812
Si -0.0445 5.4884 9.6498
Si 2.6629 8.0815 9.6539
Si 5.4647 -0.0154 9.5781
Si 8.1246 2.7716 9.6617
Si 5.5093 5.5558 9.6417
Si 8.1212 8.2067 9.7423
Si 1.2743 1.3713 10.7906
Si 4.1184 4.1923 10.8665
Si 1.2909 6.7615 11.109
Si 4.0931 9.4664 10.8532
Si 6.7824 1.3514 10.9717
Si 9.436 4.2072 11.0202
Si 6.7606 6.9029 11.1897
Si 9.4133 9.5803 11.1543
Si -0.0056 2.7639 12.1456
Si 2.6413 -0.0552 11.9852
Si -0.1139 8.1767 12.4867
Si 2.8207 5.4025 12.371
Si 5.3119 2.7102 12.1794
Si 8.0811 0.1344 12.5757
Si 5.3354 8.3313 12.5146
Si 8.0844 5.4919 12.586
Si 1.741 3.5872 13.4718
Si 3.8116 1.3212 13.3831
Si 1.5108 9.5138 13.5116
Si 3.6609 7.2037 13.764
Si 6.8368 3.7231 13.618
Si 9.4073 1.8396 13.703
Si 6.1775 10.1795 13.816
Si 9.417 6.9301 14.0028
Si -3.0357 -1.9833 15.9442
Si -8.2262 7.3926 27.765
Si 8.1878 -14.4816 18.3268
Si -6.8546 -13.8379 25.1163
Si 22.9083 1.9073 21.0645
Si 33.2598 0.948 18.0788
Si 16.2494 1.6091 18.4071
Si -0.057 22.9399 23.699
Si 5.9717 1.7815 26.9585
Si 2.0075 2.8047 29.7865
Si 29.584 4.4855 17.792
Si 7.0812 11.3435 29.3541
Si -7.4123 -16.8065 23.9767
Si 6.3023 3.6259 23.2592
Si 6.2364 18.9328 20.5662
Si 8.0492 23.2431 24.7987
Si -3.5545 10.8031 19.6347
Si 9.9367 13.6923 16.5955
Si 8.7818 -8.88 31.1883
Si 1.7556 19.5423 30.4482
Si 6.5217 11.8505 22.2451
Si -8.2941 -0.2458 24.83
Si 22.9635 12.1338 15.2042
Si -2.33 8.3739 25.2728
Si -4.5882 -1.2973 31.8248
Si 7.4239 5.5092 25.3541
Si 19.6965 6.5527 28.832
Si -0.5088 -15.1888 31.4546
Si 13.4852 4.4199 21.0405
Si 21.5993 18.7048 26.872
Si 20.5734 -1.2419 18.0564
Si 14.7633 1.7186 20.7385
Si 22.3208 -10.3423 31.2892
Si 17.2353 4.7846 27.7852
Si 19.4344 -7.4767 26.9537
Si 3.8145 5.1563 29.5532
Si 4.2422 18.2169 31.7829
Si 14.9809 -19.658 24.6399
Si 0.5226 16.1919 15.8647
Si -2.086 20.1664 28.098
Si 5.2474 25.5517 16.3959
Si 3.3442 16.9115 16.5649
Si 6.3331 14.9836 20.0995
Si 12.3642 3.2196 25.0345
Si -4.3912 19.8497 23.4251
Si 10.1524 4.1499 29.6179
Si 13.6765 23.458 27.0679
Si 15.019 -4.5719 19.4629
O 3.7777 1.5895 33.5705
O 1.7503 -1.8376 33.7463
O 11.4121 7.6909 30.8713
O -4.0649 11.8464 25.792
O -2.796 13.1291 32.628
O 0.5742 11.2092 32.8644
N -6.1643 -7.2611 23.9857
O 7.1562 15.6604 23.9697
O -4.3082 -0.662 30.3809
O 12.5424 3.6419 33.5719
N 4.0939 6.782 33.3998
O 5.3567 -0.2392 32.5941
O 9.2674 7.2719 32.4539
O 0.8152 -7.0803 29.3498
O 2.8878 19.9269 24.6978
O 10.8941 12.2377 22.0753
O 5.8812 13.6175 19.4148
O 1.5774 -9.6241 16.8042
O 4.9473 0.3575 14.1448
O 14.6721 4.4578 16.5113
O -8.781 4.7086 24.8747
O 2.5416 22.9772 21.4846
O -1.8126 9.8021 16.546
O 8.1281 2.8108 14.0752
O 3.908 6.7035 17.9123
O 6.665 -1.0964 15.3279
O 6.4792 -13.8537 22.1714
O 12.1023 14.4411 21.1331
O 6.4198 9.5679 20.1034
O 14.9358 -4.171 15.2765
O 11.9238 23.2472 19.5169
O 14.5643 3.3176 20.5732
N 15.2435 2.1042 26.3917
O -10.9341 15.0338 16.8407
O 7.3552 7.1989 19.718
O 7.9923 -1.6852 24.0251
O 7.2782 -2.8059 17.2226
O 6.2804 -6.2525 17.2922
O 23.116 -3.5464 26.8277
O 16.3459 19.4122 24.5979
O 9.4555 14.4853 28.261
O 18.3703 0.8738 20.9403
O 5.0566 15.5293 28.6852
O -5.0539 3.8765 14.9003
O 8.5787 27.6608 17.6494
O 2.4489 0.2214 26.4127
O -9.7679 21.888 24.1639
O -3.3107 -9.1126 30.1391
O 13.4404 -8.5181 24.2065
O 1.7219 6.1399 16.5585
O 5.0828 1.5033 21.7649
O 2.7309 5.6636 19.9986
O 15.5868 18.508 20.2422
O 1.0957 -0.311 14.707
O 5.0917 13.1366 16.9475
O -1.9451 -8.6297 25.9198
O 5.3197 -5.6247 19.6894
O -0.72 -2.7073 25.3793
O 2.5249 19.24 14.078
O -3.2594 -1.5722 32.7155
O 7.8678 -3.917 24.9956
O 8.8082 10.4217 19.165
O 8.4219 14.2335 16.818
O 9.6019 18.9689 18.4772
O 9.7651 6.6536 27.5091
O -2.5043 10.734 28.5982
O 17.0696 -11.3544 22.8574
O 8.3682 -2.9325 14.7331
O -5.276 19.0477 31.581
N 9.7521 5.7882 30.0433
N 13.3073 2.1107 14.2454
O 24.7588 5.0805 22.451
N 6.8907 24.9772 27.3623
O 14.8698 0.4963 24.2747
O 7.7966 15.156 19.4063
O -13.376 8.0981 29.1679
O 1.6322 2.7471 26.5714
O 25.6587 -14.01 26.7511
O 19.5378 15.6583 26.0921
O 22.9183 15.4067 14.6343
O 2.354 -2.4303 28.949
O 21.8959 13.5737 24.3413
O 14.0478 3.8456 30.2333
O 12.0783 10.164 30.5318
O 10.2646 -4.6191 15.2437
O 20.733 -10.1006 30.9959
O 14.8279 6.454 24.4358
O 21.0026 12.6479 17.8053
O 22.0659 10.2414 18.1061
O 6.4318 4.3553 33.4601
O 10.4065 20.0212 27.81
N 7.0843 12.9676 23.4531
O -8.2396 1.8012 28.6672
O 2.9979 -2.5637 31.4444
O 9.3121 -10.215 24.094
O 6.1329 -16.2264 26.3564
O 4.0841 33.6997 19.2582
O -6.5711 16.9972 30.7369
O 1.4445 12.7334 30.9509
N 21.3139 1.9357 15.15
O -4.5059 25.7818 21.6926
O 9.6057 3.3439 30.8931
O 5.9223 -10.0506 28.2908
O 29.2591 16.5365 28.58
O -4.3296 0.532 18.3461
O 11.1822 16.3869 32.3589
O 8.05 9.008 26.6792
O 13.7567 5.9647 28.5111
H 2.1641 0.5029 41.6975
H 0.5177 2.1433 41.6975
H 4.9153 3.2776 41.6452
H 3.2575 4.9068 41.6452
H 0.5576 7.5934 41.676
H 2.2021 5.9507 41.676
H 3.2609 10.3383 41.6918
H 4.912 8.7028 41.6918
H 6.0045 2.2058 41.6931
H 7.6399 0.5544 41.6931
H 10.3428 3.235 41.686
H 8.7268 4.9057 41.686
H 5.9867 7.6303 41.6651
H 7.6469 6.0035 41.6651
H 8.7138 10.3488 41.6708
H 10.3503 8.6981 41.6708
H -0.8321 3.5306 6.0106
H 0.7886 1.8645 6.0106
H 3.5484 -0.8228 6.0289
H 1.8707 0.7859 6.0289
H 0.8192 7.3316 5.9804
H -0.8165 8.983 5.9804
H 3.5594 4.6104 5.9917
H 1.9069 6.2451 5.9917
H 4.6176 3.5705 5.9891
H 6.2744 1.9402 5.9891
H 7.3632 0.841 5.9907
H 8.9925 -0.8167 5.9907
H 6.2749 7.3512 5.9941
H 4.63 8.9931 5.9941
H 8.9902 4.6315 5.9948
H 7.36 6.2881 5.9948

Results
free energy: -152732.487 eV
free energy less fixed offsets of H -15.71, N -386.36, O -570.45, Si -639.56 eV per atom: 2.753 eV

Forces (eV/angstrom), in the order of the atoms: element, x, y, z
Si -0.0067 -0.0085 0.027
Si 0.0042 0.0011 0.0155
Si 0.0003 -0.0004 0.0371
Si -0.0089 0 0.0095
Si 0.0008 0.0031 0.0313
Si 0.0013 0.0007 0.0335
Si 0.0063 0.0004 0.0164
Si -0.0088 0.0008 0.0422
Si 0.0022 0.0008 -0.0043
Si -0.0046 0.0014 -0.0122
Si 0.0065 -0.0006 -0.0184
Si 0.0015 -0.0011 -0.0151
Si -0.0031 0.0009 -0.0136
Si -0.0058 0.0008 -0.013
Si -0.0019 0.0014 -0.0145
Si 0.0063 0.0024 -0.0132
Si 0.0156 0.0077 0.0097
Si 0.007 0.0082 0.0142
Si -0.0008 -0.0075 0.0086
Si -0.0056 0.0023 0.0048
Si -0.0063 -0.012 0.0107
Si -0.0047 -0.0089 0.0086
Si -0.0064 -0.0029 0.0133
Si 0.0087 0.0012 -0.001
Si 0.0081 -0.0046 0.0154
Si -0.0088 0.014 0.0068
Si -0.0081 -0.0102 0.0257
Si -0.0041 0.0112 0.0125
Si 0.0021 0.0146 0.0255
Si -0.0119 -0.0045 0.0309
Si -0.005 0.0105 0.0179
Si -0.0039 0.0034 0.0096
Si 0.0121 0.0191 0.1806
Si -0.0086 0.0134 0.1729
Si -0.0284 0.0382 0.1783
Si 0.0354 -0.0351 0.1842
Si 0.0534 -0.0666 0.1929
Si 0.0145 -0.0076 0.1889
Si -0.0119 -0.0237 0.1754
Si 0.0211 -0.0352 0.1688
Si 0.0647 0.0028 0.2579
Si 0.0372 0.0156 0.2367
Si 0.1438 -0.1362 0.3128
Si 0.1288 -0.1251 0.308
Si 0.0825 -0.0884 0.3901
Si 0.0831 -0.0814 0.3006
Si 0.0672 0.0009 0.2494
Si -0.0203 -0.1523 0.3238
Si -0.0454 0.1108 -0.3042
Si -0.0378 0.0833 -0.1841
Si -0.1428 0.0776 -0.252
Si -0.107 0.0604 -0.3689
Si 0.0022 0.05 -0.2489
Si -0.1529 0.0148 -0.358
Si -0.0581 0.0971 -0.3465
Si -0.0498 0.0581 -0.2213
Si -0.0536 0.0571 -0.1792
Si 0.0218 -0.0354 -0.1747
Si -0.0191 0.0528 -0.1736
Si -0.0074 0.0071 -0.1963
Si 0.0133 -0.0365 -0.186
Si -0.0223 0.0311 -0.1864
Si 0.0105 -0.0088 -0.186
Si -0.0151 0.0175 -0.1756
Si -0.004 -0.0309 -0.0154
Si 0.012 -0.0003 -0.0209
Si 0.0083 -0.0235 -0.0069
Si -0.0023 0.0009 -0.0197
Si -0.004 0.0123 -0.0137
Si 0.0095 0.0095 -0.0156
Si 0.006 -0.0025 -0.0207
Si -0.0046 -0.0026 -0.0326
Si -0.0041 0.0114 -0.0149
Si -0.0086 -0.0039 -0.0111
Si -0.0069 -0.0009 -0.0066
Si 0.0028 0.0132 -0.0116
Si -0.0012 -0.0116 -0.007
Si 0.0087 -0.0042 -0.003
Si -0.0002 -0.0012 0.0008
Si 0.002 0.0123 -0.0044
Si 0.0038 0.002 0.0237
Si 0.0013 -0.0062 0.0079
Si 0.0043 -0.0022 0.0088
Si 0.0007 -0.002 0.0083
Si 0.0061 -0.0035 0.0089
Si -0.0001 0.0089 0.0105
Si -0.0062 0.0002 0.0174
Si 0.0005 -0.0068 0.012
Si -0.0154 0.0055 0.0217
Si 0.0001 0.0011 0.0136
Si -0.0031 0.0033 0.0055
Si 0.0052 -0.0003 0.0207
Si -0.004 0.0008 0.0155
Si 0.0038 0.0012 0.0055
Si 0.0116 -0.0059 0.0147
Si -0.0041 0.0036 0.0191
Si 0.0092 -0.003 0.0574
Si -0.0087 -0.0016 0.0518
Si -0.0047 -0.0018 0.0532
Si -0.0126 -0.0031 0.0519
Si -0.0045 -0.0005 0.0618
Si 0.0039 -0.0007 0.0684
Si -0.0008 -0.0056 0.0547
Si -0.0002 0.0019 0.0605
Si 0.004 0.0002 0.0413
Si -0.0122 0.0031 0.0464
Si -0.003 0.0011 0.0565
Si 0.0018 -0.0053 0.0484
Si 0.0027 0.005 0.0528
Si 0.0015 0.0056 0.0542
Si -0.0036 0.0057 0.0443
Si 0.0011 0.0033 0.0554
Si -0.011 0.0078 0.055
Si -0.0136 -0.0021 0.0478
Si -0.0068 -0.0005 0.0489
Si -0.0021 0.0003 0.0487
Si -0.0007 0.003 0.0592
Si 0.0021 0.0001 0.0374
Si -0.0058 0.0004 0.0433
Si 0.015 -0.0037 0.0482
Si 0.0012 -0.003 0.0433
Si 0.0041 0.0029 0.0404
Si 0.006 -0.0038 0.0411
Si 0.0004 0.0018 0.0524
Si 0.0029 0.0001 0.0525
Si -0.0014 -0.0039 0.0348
Si -0.0035 0.0031 0.0535
Si 0.0006 0.0073 0.0488
Si -0.0073 -0.0027 0.0524
Si -0.0045 0.0051 0.041
Si 0.0039 0.0062 0.042
Si -0.0029 0.0091 0.0406
Si 0.0049 0.0011 0.0455
Si 0.0031 -0.0054 0.0373
Si 0.0072 -0.0021 0.0343
Si -0.0022 0.0037 0.0421
Si 0.0023 -0.0069 0.0547
Si 0.0033 -0.0024 0.0594
Si -0.0079 -0.0028 0.0315
Si 0.0005 -0.0012 0.0344
Si 0.0063 0.002 0.0604
Si 0.0007 0.0034 0.0446
Si -0.0025 0.0001 0.0464
Si -0.0002 -0.0036 0.0574
O 0 -0.0026 -0.0082
O -0.0004 0.0032 -0.0115
O 0.0051 0.0041 -0.0147
O 0.0093 -0.0009 -0.0299
O 0.0072 -0.007 -0.0383
O 0.0014 0.0049 -0.0322
N 0.0049 0.0045 -0.0252
O -0.0111 -0.0123 -0.0332
O 0.0042 0.0115 -0.0284
O 0.0008 -0.0001 -0.0103
N 0.0026 0 -0.0288
O 0.0049 -0.0082 -0.0243
O 0.0126 -0.0111 -0.0262
O 0.0015 -0.0008 -0.0086
O -0.001 0.0055 -0.0103
O 0.0074 0.0057 -0.036
O 0.0003 -0.0044 -0.0243
O 0.0032 0.0046 -0.0448
O -0.0039 0.0004 -0.0225
O -0.0013 0.0025 -0.0183
O 0.0068 0.0039 -0.0114
O 0.0018 0.0034 -0.0261
O -0.0091 -0.0018 -0.0297
O -0.0009 0.0011 -0.0101
O -0.0092 -0.0019 -0.0449
O -0.0112 0.007 -0.0336
O -0.0035 -0.0077 -0.0532
O -0.0008 -0.0023 -0.0155
O 0.0073 0.0046 -0.0148
O 0.0013 0.0102 -0.0464
O -0.0058 -0.009 -0.0481
O 0.0025 0.0004 -0.0159
N -0.0057 0.0014 -0.028
O 0.0075 0.0046 -0.0191
O 0.0176 -0.007 -0.027
O -0.0147 0.0061 -0.0248
O 0.0001 0.0102 -0.0338
O -0.008 -0.0015 -0.0333
O -0.0031 -0.0003 -0.0112
O 0.0108 0.0034 -0.024
O -0.0134 -0.0056 -0.0343
O 0.0068 -0.0082 -0.0395
O 0.012 -0.0045 -0.0212
O 0.0153 -0.0006 -0.044
O 0.0058 -0.0026 -0.0195
O -0.0008 -0.004 -0.0239
O -0.0098 0.0071 -0.0214
O -0.0087 -0.0053 -0.0249
O 0.0001 0.0021 -0.0174
O -0.0145 -0.004 -0.0224
O -0.0145 0.0017 -0.034
O 0.009 0.0124 -0.0212
O -0.0061 -0.007 -0.0288
O 0.0033 -0.0135 -0.0281
O -0.0019 0.014 -0.0313
O -0.0052 -0.0073 -0.0227
O 0 0.0046 -0.0167
O -0.0068 0.0037 -0.0146
O 0.0012 0.0006 -0.0203
O -0.0084 0.0064 -0.0259
O -0.0044 0.0025 -0.0216
O 0.0145 -0.0077 -0.0201
O 0.0097 -0.0065 -0.024
O 0.0006 0.0028 -0.0185
O 0.0063 0.0072 -0.0199
O 0.0042 -0.0058 -0.0179
O -0.0007 0.009 -0.023
O 0.0113 -0.0146 -0.0256
O -0.0023 -0.0008 -0.0145
N -0.012 -0.0023 -0.0315
N 0.0227 0.0073 -0.0281
O -0.0089 -0.0034 -0.0491
N 0.0001 -0.0069 -0.0231
O 0.0008 0.0007 -0.0103
O 0.0114 0.0073 -0.0349
O 0.0007 0.005 -0.0161
O -0.0041 0.0049 -0.0245
O 0.0094 0.008 -0.0325
O -0.0054 0.0088 -0.0261
O 0.0102 -0.0068 -0.0207
O 0.0048 -0.008 -0.0325
O -0.0032 -0.0066 -0.0268
O 0.0007 -0.0008 -0.0089
O 0.0033 -0.0053 -0.0243
O -0.0081 0.0058 -0.0296
O -0.0032 0.0022 -0.0193
O -0.0032 -0.0111 -0.0324
O -0.0038 0.0087 -0.0291
O 0.0016 0.0001 -0.021
O -0.0008 -0.0009 -0.0092
O 0.0014 -0.0045 -0.0146
N -0.0098 -0.0021 -0.0293
O 0.008 -0.0075 -0.0385
O -0.0085 0.0046 -0.0153
O 0.0036 0.0029 -0.013
O 0.0065 0.003 -0.0253
O 0.0067 0.0007 -0.0328
O -0.005 -0.0145 -0.0358
O 0.0058 0.0101 -0.0232
N -0.001 -0.0089 -0.0356
O 0.0023 0.0063 -0.0702
O 0.0058 0.0083 -0.0178
O -0.0097 0.0117 -0.0314
O -0.0113 -0.0056 -0.0195
O -0.0027 0.0033 -0.0205
O -0.0073 0.0071 -0.0254
O -0.0039 -0.0047 -0.029
O -0.0025 0.0067 -0.0204
H -0.4075 0.1928 -0.2634
H 0.2091 -0.3664 -0.2868
H -0.3028 0.2697 -0.282
H 0.4287 -0.2356 -0.2737
H 0.2539 -0.2315 -0.313
H -0.4182 0.2965 -0.1997
H 0.3808 -0.1909 -0.2991
H -0.3342 0.2946 -0.2174
H 0.2805 -0.2926 -0.2729
H -0.1611 0.4248 -0.2176
H -0.2884 0.3265 -0.2493
H 0.1935 -0.3462 -0.2844
H 0.3179 -0.2733 -0.2938
H -0.2299 0.3324 -0.2657
H 0.2472 -0.3088 -0.2905
H -0.2219 0.3197 -0.2573
H 0.2396 -0.3502 0.2377
H -0.269 0.3114 0.2829
H -0.3395 0.2355 0.2961
H 0.2871 -0.3174 0.2595
H -0.3397 0.1949 0.3017
H 0.3102 -0.2861 0.2401
H -0.4139 0.2689 0.2673
H 0.3524 -0.2175 0.2388
H 0.3571 -0.3501 0.2434
H -0.2072 0.3021 0.2935
H 0.191 -0.3692 0.2306
H -0.2094 0.3586 0.279
H -0.3723 0.2181 0.2652
H 0.3381 -0.2769 0.2233
H -0.1821 0.3645 0.2839
H 0.3193 -0.296 0.2416

The program warned: the cutoff lies below the one the program advises for these potential files; the forces do not sum to zero within the program's tolerance; empty levels may hold ghost states of the PAW files; the exchange-correlation potential is rough where the density is thin.
